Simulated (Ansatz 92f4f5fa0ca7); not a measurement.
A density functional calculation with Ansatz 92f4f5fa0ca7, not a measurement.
Periodic cell of 225 atoms, Si133O88H4, from a study of silicon, its oxide and their interface. The atomic structure is a simulated model.

Settings: functional PBE; potential files Ansatz PAW; basis plane waves; wave-function cutoff 700 eV; density cutoff ratio 5; exchange-correlation grid ratio 1; k mesh 2 x 2 x 1, shifted by 0.5 0.5 0.5 of a step; self-consistency stop 5e-08 eV per atom in the density residual; occupations fixed; spin none; net charge 0.

Cell vectors (angstrom)
a	10.938	0	0
b	0	10.938	0
c	0	0	31.9492

Atoms: element, x, y, z (angstrom)
Si	10.6894	0.3705	24.2933
Si	5.2641	0.2185	24.5234
Si	3.0743	2.5268	24.5019
Si	8.4797	2.6814	24.4513
Si	10.6806	5.8102	24.4589
Si	5.1713	5.7428	24.6843
Si	2.9889	7.9981	24.5091
Si	8.5263	8.1526	24.42
Si	1.3753	1.4082	25.7038
Si	6.8749	1.4429	25.7392
Si	4.0647	4.1305	25.939
Si	9.6115	4.1951	25.8296
Si	1.3579	6.888	25.7966
Si	6.8814	6.9587	25.7409
Si	4.0924	9.5999	25.8436
Si	9.6569	9.6856	25.7594
Si	2.6804	0.0158	27.1535
Si	8.1939	0.0234	27.1337
Si	0.0242	2.7584	27.1468
Si	5.4941	2.7421	27.1844
Si	2.6584	5.4908	27.2075
Si	8.1652	5.5085	27.1527
Si	0.0086	8.258	27.1626
Si	5.4847	8.2358	27.1718
Si	4.1018	1.3673	28.5309
Si	9.5708	1.3673	28.5309
Si	1.3673	4.1018	28.5309
Si	6.8362	4.1018	28.5309
Si	4.1018	6.8362	28.5309
Si	9.5708	6.8362	28.5309
Si	1.3673	9.5708	28.5309
Si	6.8362	9.5708	28.5309
Si	0	0	29.8982
Si	5.469	0	29.8982
Si	2.7345	2.7345	29.8982
Si	8.2035	2.7345	29.8982
Si	0	5.469	29.8982
Si	5.469	5.469	29.8982
Si	2.7345	8.2035	29.8982
Si	8.2035	8.2035	29.8982
Si	1.3673	1.3673	31.2654
Si	6.8362	1.3673	31.2654
Si	4.1018	4.1018	31.2654
Si	9.5708	4.1018	31.2654
Si	1.3673	6.8362	31.2654
Si	6.8362	6.8362	31.2654
Si	4.1018	9.5708	31.2654
Si	9.5708	9.5708	31.2654
Si	2.7345	0	0.6835
Si	8.2035	0	0.6835
Si	0	2.7345	0.6835
Si	5.469	2.7345	0.6835
Si	2.7345	5.469	0.6835
Si	8.2035	5.469	0.6835
Si	0	8.2035	0.6835
Si	5.469	8.2035	0.6835
Si	4.1018	1.3673	2.0507
Si	9.5708	1.3673	2.0507
Si	1.3673	4.1018	2.0507
Si	6.8362	4.1018	2.0507
Si	4.1018	6.8362	2.0507
Si	9.5708	6.8362	2.0507
Si	1.3673	9.5708	2.0507
Si	6.8362	9.5708	2.0507
Si	0	0	3.418
Si	5.469	0	3.418
Si	2.7345	2.7345	3.418
Si	8.2035	2.7345	3.418
Si	0	5.469	3.418
Si	5.469	5.469	3.418
Si	2.7345	8.2035	3.418
Si	8.2035	8.2035	3.418
Si	1.3222	1.3881	4.7727
Si	6.8777	1.3179	4.8249
Si	4.1432	4.0603	4.7495
Si	9.5774	4.0581	4.8104
Si	1.3937	6.7969	4.8165
Si	6.7709	6.8776	4.7213
Si	4.1263	9.5547	4.801
Si	9.6491	9.481	4.795
Si	2.7275	0.0155	6.0642
Si	8.2424	-0.1497	6.1578
Si	-0.0764	2.6387	6.277
Si	5.462	2.6867	6.1546
Si	2.7676	5.3837	6.1325
Si	8.0694	5.4321	5.9853
Si	0.0333	8.0836	6.2689
Si	5.4462	8.1593	6.2242
Si	3.8476	1.5596	7.4463
Si	9.7978	0.8684	7.5914
Si	1.631	3.7927	7.4435
Si	6.5639	4.3241	7.4272
Si	4.3104	6.5261	7.5232
Si	9.2391	6.8371	7.394
Si	1.2884	9.748	7.451
Si	7.1404	9.1993	7.5171
O	4.1745	1.3729	24.0422
O	9.5631	6.9503	23.9508
O	2.7357	2.6858	7.9767
O	8.2212	8.0167	8.0121
O	9.5418	1.5153	23.9316
O	4.102	6.8389	24.0609
O	5.4565	5.4342	8.0072
O	0.1351	-0.1214	7.9489
H	7.2473	3.7507	8.6268
H	4.4296	0.9367	8.6703
O	9.6287	5.696	8.5365
O	3.6812	7.139	8.9269
O	1.066	4.5533	8.7971
O	6.5394	9.9816	8.8508
O	9.0861	1.0192	9.0984
O	2.2061	9.3416	8.7725
H	0.3089	5.2055	23.218
H	2.4231	8.574	23.2514
O	7.9977	3.5326	23.1078
O	0.2838	10.7708	22.8101
O	5.6622	4.7566	23.4762
O	2.4966	3.1629	23.098
O	8.1268	9.0668	23.081
O	5.8221	10.3958	23.1749
Si	2.5782	3.3655	21.4945
Si	10.887	0.2644	12.7128
Si	0.338	6.7899	11.2308
Si	6.6743	10.162	10.4615
Si	0.2695	9.0391	18.9129
Si	3.9971	5.2946	19.7833
Si	7.1996	1.445	12.3083
Si	8.9447	8.8223	12.0995
Si	2.5872	8.0591	9.7112
Si	10.7132	2.9241	14.4192
Si	5.9171	6.576	16.3411
Si	7.3583	0.1434	15.2
Si	2.6542	10.5573	17.3176
Si	8.0553	3.1184	15.7388
Si	6.1783	11.0223	19.7186
Si	1.3564	3.5479	17.088
Si	9.6571	1.7619	10.4512
Si	6.7794	4.345	22.3901
Si	6.5409	6.96	13.3407
Si	4.3455	8.8384	12.1963
Si	10.5282	4.7009	9.4738
Si	6.828	9.5602	22.2108
Si	8.0288	6.7205	18.1633
Si	6.067	4.0169	13.7643
Si	6.5214	6.9033	20.7651
Si	8.7777	4.1031	18.6303
Si	9.3726	9.1111	16.7041
Si	0.6179	10.7791	21.2146
Si	2.4165	10.0109	14.2049
Si	0.9242	7.6957	15.4464
Si	0.2578	2.5949	19.8005
Si	3.2883	0.6752	20.0441
Si	1.1354	5.5004	13.7446
Si	6.0301	3.2113	19.7608
Si	1.5307	6.4162	18.0449
Si	3.645	4.6165	15.3895
Si	5.5646	9.5734	17.1036
O	6.3729	2.7317	12.8287
O	8.7414	3.4636	17.1483
O	7.3269	4.0446	19.3139
O	4.5138	3.8329	14.248
O	1.3764	6.3888	12.4117
O	4.5588	5.7156	16.1603
O	0.1072	9.41	20.4925
O	10.8638	0.8951	11.1805
O	3.9834	9.6722	17.3246
O	4.7353	3.9849	19.0969
O	10.9242	1.0967	20.3781
O	6.2602	1.6664	19.317
O	1.9271	8.4781	14.4448
O	6.9069	5.8141	17.3802
O	5.6937	7.9765	17.1052
O	2.2273	-0.1451	20.9645
O	0.8183	5.0204	17.5692
O	1.0484	3.4448	20.9384
O	10.6919	8.7249	15.8536
O	10.6589	1.4374	13.8095
O	3.854	9.8567	13.402
O	6.0033	3.318	21.3884
O	6.4793	5.3647	12.9133
O	1.8804	7.2309	16.6807
O	5.0943	7.5577	12.8765
O	9.8514	9.6117	18.1845
O	1.4424	10.6737	13.0785
O	6.1277	8.187	21.6833
O	8.6173	1.9668	11.6949
O	7.1919	10.5207	20.9136
O	10.1613	7.9021	11.5678
O	10.0168	3.203	9.8003
O	2.5475	5.3974	14.5038
O	0.4879	2.9033	15.8786
O	7.4804	1.6056	15.8805
O	6.8389	4.0538	15.2136
O	2.9927	0.8129	18.4162
O	3.0979	8.4599	11.2087
O	9.7509	10.0197	12.9073
O	8.5978	10.1836	15.7709
O	6.4937	0.7589	11.0056
O	0.1901	6.4128	14.7318
O	1.1811	7.2598	9.926
O	6.0028	10.319	15.7079
O	6.6357	6.9747	14.9504
O	10.5109	5.3992	10.9265
O	7.3261	0.3624	13.5629
O	3.2833	4.7909	21.1628
O	8.5072	7.7863	17.0387
O	1.4616	9.7553	18.0633
O	9.7579	3.2709	19.5906
O	3.3747	2.1672	20.7039
O	9.2104	5.6703	18.5588
O	6.4437	10.1916	18.3386
O	2.8905	6.02	18.8399
O	0.5351	7.4128	18.8862
O	8.1299	9.5552	10.8942
O	5.1118	6.3986	20.1502
O	4.6618	10.7715	20.258
O	7.4952	7.3981	19.5493
O	2.9018	3.6633	16.5117
O	7.847	7.8453	12.8553
O	0.5088	4.0224	13.4554
O	7.268	5.7279	21.6474
O	1.1021	2.5942	18.3904
O	2.3887	-0.1102	15.6801
O	5.45	9.4156	11.1796
O	9.159	3.3444	14.5736

Results
free energy: -134679.029 eV
free energy less fixed offsets of H -17.10, O -569.03, Si -635.61 eV per atom: 0.141 eV

Forces (eV/angstrom), in the order of the atoms: element, x, y, z
Si	-0.0297	-0.0035	-0.0552
Si	-0.0001	-0.013	-0.0146
Si	0.0201	0.0005	-0.0423
Si	-0.0052	0.0145	-0.0043
Si	-0.0109	0.0009	-0.0204
Si	-0.0129	-0.0217	-0.0247
Si	0.0095	-0.0065	-0.02
Si	0.0082	0.0055	-0.0191
Si	-0.0021	-0.0123	0.0316
Si	0.0048	-0.0005	-0.0035
Si	-0.0279	-0.0242	-0.0134
Si	0.0044	-0.0027	-0.0085
Si	-0.0022	-0.0098	0.0064
Si	-0.0006	-0.0036	-0.0018
Si	-0.0044	-0.0146	-0.0196
Si	0.0105	-0.0035	-0.0051
Si	-0.0049	0.0187	-0.0004
Si	0.0042	0.0174	0.0083
Si	-0.0084	-0.0131	-0.0088
Si	0.0014	-0.0238	-0.0018
Si	0.0041	0.0129	-0.0086
Si	0.0055	0.0155	0.0025
Si	-0.0207	0.0004	-0.0057
Si	-0.006	-0.0142	0.0062
Si	-0.0681	-0.0593	-0.1653
Si	0.046	0.1048	-0.2556
Si	-0.213	-0.076	0.4205
Si	0.0798	0.1833	0.1309
Si	0.0183	0.0602	-0.1093
Si	-0.0427	0.1836	-0.2114
Si	0.0221	0.1368	0.2525
Si	0.1476	0.2157	0.0467
Si	0.04	-0.0384	-0.0043
Si	-0.0061	-0.0262	-0.0187
Si	0.0484	0.0568	-0.0112
Si	0.0738	0.0894	-0.0213
Si	-0.0094	-0.0825	-0.0059
Si	-0.0039	-0.0573	-0.0085
Si	0.0531	0.0688	-0.007
Si	0.0675	0.0313	-0.0104
Si	-0.0174	0.0097	-0.0023
Si	-0.0203	-0.0014	-0.0153
Si	-0.0216	0.0121	0.0173
Si	-0.0486	0.0338	0.0071
Si	0.004	-0.0359	-0.0209
Si	-0.0288	0.0186	0.0011
Si	0.0093	-0.0013	0.0045
Si	-0.0452	0.0275	0.0114
Si	0.046	-0.0521	-0.014
Si	-0.0043	-0.0008	-0.0168
Si	0.0381	0.0193	0.0138
Si	0.0252	0.0178	0.0143
Si	-0.0306	0.0478	-0.0173
Si	0.0589	-0.0767	-0.0118
Si	0.0397	-0.0083	0.0042
Si	-0.0072	-0.0106	0.0204
Si	-0.0823	-0.0262	0.0402
Si	-0.1107	-0.0849	-0.0019
Si	0.0395	0.0088	-0.014
Si	-0.0292	0.0699	0.0384
Si	-0.0597	-0.1272	-0.0337
Si	-0.1217	-0.04	0.026
Si	0.0028	0.0695	0.0303
Si	0.0826	0.0899	-0.011
Si	-0.029	-0.1915	-0.0635
Si	0.1838	-0.0996	0.1909
Si	-0.1742	0.0277	-0.1238
Si	0.0622	-0.2505	0.1729
Si	0.051	-0.189	0.2909
Si	-0.2103	-0.0321	-0.4715
Si	0.0327	-0.1029	0.2516
Si	0.1188	0.0488	-0.1534
Si	-0.0084	0.0104	0.0094
Si	0.0009	-0.0053	0.0131
Si	-0.0135	0.0137	0.0102
Si	0.0244	-0.0267	0.0053
Si	-0.0138	0.01	-0.0225
Si	-0.0071	0.0087	0.01
Si	0.0133	-0.0116	-0.0041
Si	0.0095	-0.002	0.0092
Si	0.0365	0.0049	0.0181
Si	-0.0248	0.0285	-0.0108
Si	0.0102	-0.0021	-0.0286
Si	0.0022	0.0095	-0.0226
Si	0.0054	0.027	0.0212
Si	-0.0007	-0.0189	0.0146
Si	-0.0191	0.0227	0.0077
Si	0.0166	0.0023	-0.0171
Si	-0.0238	0.006	0.0182
Si	0.0129	-0.0387	0.0374
Si	0.0183	0.0117	0.0179
Si	-0.0013	0.0302	0.0146
Si	-0.0003	-0.0157	0.0208
Si	-0.0133	-0.0032	-0.0009
Si	-0.0001	0.0169	-0.0002
Si	0.0367	-0.0011	0.0277
O	-0.0122	0.0178	-0.041
O	0.0025	0.0113	-0.0345
O	-0.0006	-0.0067	0.0233
O	-0.0174	0.012	0.0301
O	0.0221	-0.014	-0.0415
O	-0.0034	0.0049	-0.0354
O	-0.0126	0.0016	0.0234
O	0.0005	-0.006	0.031
H	-0.007	0.0011	-0.0084
H	-0.0018	0.0079	-0.0085
O	0.0343	0.0084	0.0255
O	-0.0043	0.0075	-0.0005
O	-0.0219	-0.0222	0.0003
O	0.0101	-0.0111	0.011
O	0.0081	-0.0081	-0.0046
O	-0.0141	-0.0283	0.0186
H	-0.0048	0.0065	0.0082
H	0.005	-0.0064	0.007
O	-0.0212	-0.0141	-0.0099
O	-0.0069	0.017	0.0095
O	0.0256	0.0321	-0.0115
O	0.0199	-0.0122	0.0011
O	-0.0194	-0.0248	0.0008
O	0.0156	0.0083	-0.0145
Si	0.0041	0.0049	0.0098
Si	0.0032	0.0002	-0.0016
Si	0.0019	-0.0035	-0.0065
Si	0.0025	0.0033	-0.0055
Si	-0.0043	-0.0014	0.0028
Si	-0.0046	0.003	-0.0026
Si	-0.0002	0.0036	0.001
Si	0.0025	0.0023	0.0035
Si	-0.0108	0.0031	-0.0059
Si	0.0005	-0.001	-0.0034
Si	-0.0016	-0.0012	0.0026
Si	0.0005	-0.0024	-0.0016
Si	0.0005	0.0056	-0.0067
Si	-0.0011	0.0003	-0.0009
Si	0.0089	-0.0038	-0.0002
Si	0.0043	-0.0025	-0.003
Si	0.0021	0.0003	-0.0044
Si	-0.0024	0.0035	0.0146
Si	0.0008	-0.0003	-0.0005
Si	-0.0071	-0.002	0.0044
Si	-0.0049	-0.002	-0.0076
Si	-0.0039	-0.0011	0.0087
Si	0.0003	-0.0006	-0.0036
Si	-0.0074	-0.0011	-0.0018
Si	0.0046	0.0042	0.0104
Si	0.0007	0.003	-0.0027
Si	-0.0022	0.0016	-0.0037
Si	-0.0008	-0.0068	-0.0056
Si	0.0039	0.0036	-0.0018
Si	0.0036	0.0002	-0.0043
Si	-0.0026	0.0011	-0.0019
Si	-0.002	0.0019	-0.0011
Si	0.0033	0.0042	-0.0038
Si	-0.003	0.0016	0.0054
Si	0.0033	0.0011	-0.0024
Si	0.0026	-0.0034	-0.0006
Si	0.0026	-0.0027	-0.0042
O	0.0164	-0.0058	0.0018
O	-0.0069	0.008	0.0139
O	0.0032	-0.0079	-0.0214
O	0.0049	0.0108	0.0099
O	-0.0163	-0.0096	0.0047
O	0.0027	0.0009	-0.012
O	0.0063	0.0208	-0.005
O	-0.008	-0.0088	0.0206
O	-0.0001	0.0199	0.007
O	0.0098	0.0142	0.0307
O	0.0253	-0.001	0.0051
O	-0.0033	0.002	0.0157
O	-0.0082	0.0176	0.0126
O	0.0031	0.0069	0.002
O	0.003	0.0108	-0.0094
O	-0.0181	0.0167	-0.0078
O	0.028	-0.0025	-0.0053
O	0.0152	-0.0241	-0.0198
O	-0.0044	-0.0148	0.0088
O	0.0045	0.0029	-0.0094
O	0.0004	-0.024	-0.0209
O	0.0143	0.014	-0.0253
O	0	-0.0058	0.0152
O	-0.0247	-0.0105	0.0052
O	0.011	0.0093	0.0068
O	0.0109	-0.0053	-0.0142
O	-0.0082	-0.0119	0.0047
O	0.0274	0.0086	-0.0177
O	-0.0153	0.0051	-0.0036
O	-0.0321	-0.0097	-0.0055
O	-0.0047	-0.012	-0.0029
O	0.0036	0.0104	0.0084
O	-0.012	-0.0123	0.0005
O	-0.0005	0.0159	-0.018
O	0.0056	-0.0041	-0.0182
O	0.0059	-0.0164	-0.0128
O	0.0099	-0.0005	0.0272
O	0.0125	0.0024	-0.0073
O	0.0171	0.0207	-0.0158
O	-0.0116	-0.0014	0.005
O	0.0143	-0.0094	0.0078
O	0.0249	0.0036	-0.0009
O	0.0032	0.0024	0.0287
O	0.0108	0.0016	0.0174
O	-0.0218	-0.0103	-0.0069
O	0.016	0.0279	-0.0093
O	-0.0117	0.0213	0.0007
O	0.0037	-0.0185	-0.0298
O	0.0137	0.0076	0.0062
O	0.0031	-0.005	0.006
O	0.0089	0.0037	-0.019
O	-0.0285	-0.0077	-0.0054
O	-0.0261	-0.0089	-0.0029
O	-0.027	0.0023	-0.001
O	-0.0082	-0.0055	-0.0011
O	0.0197	0.0081	-0.0115
O	-0.0147	0.0024	0.0126
O	0.0076	-0.0218	0.0003
O	0.0096	0.018	-0.0198
O	-0.013	-0.0243	-0.0043
O	-0.0177	0.0279	-0.0135
O	-0.006	0.0059	-0.0142
O	0.0017	0.0065	0.0305
O	-0.0311	0.0064	-0.0163
O	-0.0174	0.0118	0.0206
O	-0.0063	-0.0207	-0.0057
O	0.011	0.0024	-0.0098
O	0.0118	-0.0093	0.0112

The program warned: the cutoff lies below the one the program advises for these potential files; the exchange-correlation potential is rough where the density is thin.
